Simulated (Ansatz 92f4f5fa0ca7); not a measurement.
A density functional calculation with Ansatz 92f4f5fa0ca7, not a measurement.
Periodic cell of 348 atoms, Si240O108, from a study of silicon, its oxide and their interface. The atomic structure is a simulated model.
Doubt: the cutoff is far below the 930 eV that the study's wrapper takes by default for these files, so forces and energies are approximate.
This geometry differs little from another in the collection (a relaxation step or a small displacement).

Settings
functional: PBE
potential files: Ansatz PAW
basis: plane waves
wave-function cutoff: 580 eV
density cutoff ratio: 5
exchange-correlation grid ratio: 1
k mesh: 1 x 1 x 1, Gamma-centred
self-consistency stop: 5e-08 eV per atom in the density residual
occupations: fixed
spin: none
net charge: 0

Cell vectors (angstrom)
a	11.6015	0	0
b	0	13.3963	0
c	0	0	40.0331

Atoms: element, x, y, z (angstrom)
Si	0	2.2327	1.1851
Si	3.8672	2.2327	1.1851
Si	7.7343	2.2327	1.1851
Si	1.9336	5.5818	1.1851
Si	5.8008	5.5818	1.1851
Si	9.6679	5.5818	1.1851
Si	0	8.9308	1.1851
Si	3.8672	8.9308	1.1851
Si	7.7343	8.9308	1.1851
Si	1.9336	12.2799	1.1851
Si	5.8008	12.2799	1.1851
Si	9.6679	12.2799	1.1851
Si	1.9336	1.1164	1.9745
Si	5.8008	1.1164	1.9745
Si	9.6679	1.1164	1.9745
Si	0	4.4654	1.9745
Si	3.8672	4.4654	1.9745
Si	7.7343	4.4654	1.9745
Si	1.9336	7.8145	1.9745
Si	5.8008	7.8145	1.9745
Si	9.6679	7.8145	1.9745
Si	0	11.1635	1.9745
Si	3.8672	11.1635	1.9745
Si	7.7343	11.1635	1.9745
Si	1.9336	1.1164	4.3426
Si	5.8008	1.1164	4.3426
Si	9.6679	1.1164	4.3426
Si	0	4.4654	4.3426
Si	3.8672	4.4654	4.3426
Si	7.7343	4.4654	4.3426
Si	1.9336	7.8145	4.3426
Si	5.8008	7.8145	4.3426
Si	9.6679	7.8145	4.3426
Si	0	11.1635	4.3426
Si	3.8672	11.1635	4.3426
Si	7.7343	11.1635	4.3426
Si	0	0	35.6926
Si	3.8672	0	35.6926
Si	7.7343	0	35.6926
Si	1.9336	3.3491	35.6926
Si	5.8008	3.3491	35.6926
Si	9.6679	3.3491	35.6926
Si	0	6.6981	35.6926
Si	3.8672	6.6981	35.6926
Si	7.7343	6.6981	35.6926
Si	1.9336	10.0472	35.6926
Si	5.8008	10.0472	35.6926
Si	9.6679	10.0472	35.6926
Si	0	0	38.0607
Si	3.8672	0	38.0607
Si	7.7343	0	38.0607
Si	1.9336	3.3491	38.0607
Si	5.8008	3.3491	38.0607
Si	9.6679	3.3491	38.0607
Si	0	6.6981	38.0607
Si	3.8672	6.6981	38.0607
Si	7.7343	6.6981	38.0607
Si	1.9336	10.0472	38.0607
Si	5.8008	10.0472	38.0607
Si	9.6679	10.0472	38.0607
Si	0	2.2327	38.8501
Si	3.8672	2.2327	38.8501
Si	7.7343	2.2327	38.8501
Si	1.9336	5.5818	38.8501
Si	5.8008	5.5818	38.8501
Si	9.6679	5.5818	38.8501
Si	0	8.9308	38.8501
Si	3.8672	8.9308	38.8501
Si	7.7343	8.9308	38.8501
Si	1.9336	12.2799	38.8501
Si	5.8008	12.2799	38.8501
Si	9.6679	12.2799	38.8501
Si	0.0907	-0.0309	28.691
Si	3.8975	0.136	28.6012
Si	7.7952	0.085	28.473
Si	2.2045	3.416	28.616
Si	5.8451	3.4399	28.7607
Si	9.8933	2.9873	28.342
Si	0.0864	6.9131	28.5032
Si	3.8685	6.7885	28.5706
Si	7.5622	6.8162	28.7394
Si	2.0699	10.2337	28.4855
Si	5.8535	10.1332	28.5771
Si	9.6764	10.027	28.5556
Si	0.2334	2.1871	29.3339
Si	3.9922	2.2724	29.6054
Si	7.8366	2.2783	29.2918
Si	1.9317	5.6579	29.3463
Si	5.7335	5.6469	29.5483
Si	9.6936	5.9899	29.3444
Si	0.1332	9.1145	29.263
Si	3.9149	9.0169	29.3316
Si	7.7444	9.0352	29.4667
Si	2.0416	12.3432	29.4395
Si	5.8528	12.3815	29.2777
Si	9.678	12.2938	29.3156
Si	0.0504	2.292	31.706
Si	3.9028	2.2455	31.913
Si	7.789	2.2792	31.6861
Si	1.9387	5.6253	31.7273
Si	5.771	5.6206	31.8701
Si	9.662	5.681	31.7125
Si	0.0421	8.983	31.6693
Si	3.8792	8.9861	31.7182
Si	7.74	8.9867	31.8112
Si	1.9592	12.3208	31.79
Si	5.8231	12.3349	31.6831
Si	9.6792	12.2922	31.6996
Si	1.9355	1.1499	32.5833
Si	5.8718	1.1432	32.5514
Si	9.7106	1.1444	32.4826
Si	-0.0092	4.5254	32.503
Si	3.8411	4.5001	32.5972
Si	7.7545	4.505	32.5213
Si	1.9507	7.8579	32.5131
Si	5.7958	7.869	32.5686
Si	9.7016	7.8872	32.5324
Si	0.0138	11.1892	32.5184
Si	3.9013	11.2094	32.5314
Si	7.7381	11.224	32.5396
Si	1.9295	1.1165	34.931
Si	5.8159	1.1134	34.9123
Si	9.6735	1.1182	34.8738
Si	-0.0025	4.4699	34.8846
Si	3.859	4.4697	34.9394
Si	7.7402	4.4653	34.8947
Si	1.9337	7.8189	34.8912
Si	5.7975	7.8239	34.9224
Si	9.6775	7.825	34.9022
Si	0	11.1636	34.8937
Si	3.8746	11.1661	34.9011
Si	7.7326	11.1728	34.9059
Si	-0.0047	0.006	5.1392
Si	3.8756	-0.0056	5.1025
Si	7.7308	-0.0107	5.1302
Si	1.9229	3.3435	5.1528
Si	5.7972	3.3535	5.1216
Si	9.6762	3.354	5.1528
Si	0.0028	6.6954	5.1358
Si	3.8654	6.6839	5.1548
Si	7.7283	6.689	5.1084
Si	1.9337	10.0408	5.1236
Si	5.7914	10.0453	5.1255
Si	9.664	10.0473	5.1112
Si	-0.0162	-0.0111	7.5124
Si	3.8954	-0.0476	7.4486
Si	7.7163	-0.0628	7.4968
Si	1.8886	3.2909	7.5386
Si	5.7838	3.3275	7.4808
Si	9.6754	3.3435	7.5374
Si	-0.0045	6.6719	7.5064
Si	3.8435	6.6107	7.5416
Si	7.7018	6.6466	7.4597
Si	1.9195	10.0054	7.4849
Si	5.7462	9.9975	7.4879
Si	9.6336	10.0213	7.4638
Si	-0.0393	2.1883	8.4255
Si	3.8585	2.1706	8.2277
Si	7.7226	2.1922	8.1976
Si	1.8884	5.5078	8.3635
Si	5.8078	5.5292	8.3549
Si	9.6427	5.6113	8.3005
Si	-0.0391	8.921	8.2488
Si	3.8249	8.842	8.2962
Si	7.6909	8.8754	8.1882
Si	1.9524	12.2608	8.1919
Si	5.7838	12.2085	8.3315
Si	9.6605	12.2365	8.2855
Si	-0.1076	2.1476	10.8698
Si	3.8533	2.1155	10.571
Si	7.7097	2.165	10.5242
Si	1.8454	5.439	10.7676
Si	5.8282	5.4645	10.7662
Si	11.396	4.4436	11.5516
Si	-0.0737	8.9599	10.6051
Si	3.7621	8.752	10.6707
Si	7.6035	8.8381	10.5176
Si	1.9711	12.2659	10.5218
Si	5.7376	12.1519	10.7342
Si	9.6258	12.171	10.6566
Si	1.9406	1.0464	11.4516
Si	5.8258	1.0284	11.3658
Si	9.4798	0.9629	11.4953
Si	-1.981	5.706	10.6747
Si	3.8611	4.305	11.3683
Si	7.8526	4.3392	11.4431
Si	1.7297	7.7034	11.4072
Si	5.749	7.7107	11.4763
Si	9.5604	8.021	11.5037
Si	0.0819	11.207	11.3412
Si	3.7549	10.9729	11.4133
Si	7.6948	10.9942	11.3867
O	27.1895	-9.3881	13.004
O	5.9195	7.7672	13.1446
O	9.0174	0.8384	13.1116
O	9.4739	8.5667	13.1152
O	2.1687	0.9058	13.096
O	6.115	1.0374	13.008
O	1.3145	7.6887	13.0373
O	0.4738	11.4563	12.9474
O	3.5025	10.6605	13.046
O	-0.6598	4.58	13.1776
O	8.2735	4.0495	13.0469
O	7.8088	10.6867	13.0342
O	5.5125	3.4995	27.13
O	2.1783	10.4779	26.833
O	-23.1066	0.1232	27.0419
O	11.7048	6.7848	26.8385
O	-27.7304	-6.6326	27.1329
O	21.6683	4.5902	28.5577
O	9.5375	9.7722	26.9125
O	3.8754	6.879	26.9074
O	5.8522	10.0306	26.9129
O	9.9545	2.7723	26.6873
O	2.7501	3.4355	27.0142
O	3.752	0.2247	26.9434
Si	6.4373	10.6391	25.5178
Si	2.0654	12.2317	16.1976
Si	11.5579	8.6656	23.8844
Si	2.0322	7.0049	14.3262
Si	2.6733	1.3176	14.5891
Si	3.6586	6.3247	25.386
Si	7.8718	6.3333	25.7813
Si	-1.0003	9.7829	21.38
Si	10.8099	4.5984	18.2107
Si	7.9948	2.0967	23.8083
Si	5.5875	0.269	14.3371
Si	-0.5105	12.9983	25.6343
Si	9.6037	4.1184	14.0198
Si	9.7995	3.9387	25.5332
Si	3.4208	5.3446	18.5892
Si	4.2535	-1.754	23.7826
Si	9.7611	1.0408	14.5652
Si	1.2376	3.7359	22.0619
Si	8.2214	7.7159	18.4928
Si	3.961	4.8992	21.6005
Si	4.3317	10.9051	14.4334
Si	7.1105	0.6487	19.6607
Si	11.3732	11.8611	14.36
Si	5.4547	5.4454	16.3323
Si	7.7226	-0.1224	16.6397
Si	13.2332	10.6686	25.3043
Si	12.6437	6.9869	17.2531
Si	2.1248	13.1354	19.1626
Si	8.3821	5.1614	16.6022
Si	1.5787	2.8875	18.9616
Si	4.7235	12.9453	21.0721
Si	-0.7913	9.066	18.4234
Si	5.8846	6.6811	23.4399
Si	3.7192	14.0964	25.3821
Si	1.0726	0.9579	23.6868
Si	-1.5037	4.7192	21.2354
Si	0.0583	-0.6454	21.421
Si	9.4398	14.9151	21.3167
Si	9.0872	9.1444	25.4752
Si	8.4781	10.1184	16.8662
Si	8	13.3294	26.0947
Si	8.2725	7.4289	21.4703
Si	5.6869	15.6778	21.6907
Si	5.0965	7.9646	14.5477
Si	0.4234	6.1414	25.3637
Si	3.2031	4.2271	14.4093
Si	4.1816	3.4888	26.1818
Si	8.9037	9.8756	13.9449
O	8.7465	1.1258	22.7404
O	9.0551	0.5347	15.9552
O	0.1724	3.2722	18.2013
O	2.1541	12.2218	17.8139
O	6.8645	4.5968	16.3177
O	2.046	6.1596	25.1258
O	10.5891	5.1148	19.7358
O	4.7979	14.3288	21.9479
O	2.3851	2.8948	14.8729
O	1.9106	1.3113	18.7516
O	7.2263	0.5383	18.0452
O	5.6815	6.9542	15.6954
O	2.1999	0.7221	24.8274
O	4.2376	4.8025	25.2395
O	-0.0861	5.8093	17.3641
O	4.2577	1.0653	14.7813
O	-0.1565	4.6012	22.1763
O	6.911	12.1725	25.7446
O	-3.5442	6.5865	17.3346
O	3.634	5.63	20.1783
O	10.2155	9.4673	24.3606
O	9.4602	3.1725	21.1607
O	6.6555	2.6323	22.9873
O	7.6537	9.1562	17.9258
O	9.8253	7.8148	18.7373
O	9.0594	3.2911	24.2154
O	7.68	9.7586	24.9764
O	6.8584	5.9868	24.5604
O	9.9811	2.661	14.6978
O	6.4884	2.0489	20.2661
O	4.8744	5.5143	17.8604
O	8.9276	7.5279	25.4753
O	9.3339	4.248	17.5825
O	1.2469	7.3781	15.6856
O	8.2678	9.4289	15.384
O	9.1149	5.9821	21.7208
O	0.1254	9.0204	22.3002
O	4.5786	7.249	24.3434
O	4.6207	3.4426	21.3712
O	0.604	8.4126	17.9178
O	1.2174	9.1901	24.763
O	6.572	0.305	15.5972
O	5.322	10.5518	24.3431
O	7.9317	11.6603	16.8683
O	-0.5301	-3.5677	19.8267
O	8.7396	5.0179	26.1242
O	10.0626	10.0614	17.346
O	2.4192	6.4728	17.9562
O	10.0166	10.9779	14.41
O	11.084	13.4785	14.4246
O	4.3311	4.6257	15.4951
O	-0.1752	7.069	24.1554
O	2.7869	3.8389	18.3786
O	10.8939	0.802	21.2791
O	11.922	11.6442	25.2472
O	2.7713	11.1926	24.2722
O	2.0725	5.3787	14.205
O	1.4085	3.1657	20.5518
O	11.2548	4.6745	25.2465
O	6.1722	12.8225	20.271
O	1.1601	-0.2707	22.5934
O	5.3783	12.0818	14.0165
O	4.4254	11.749	22.1537
O	6.9951	7.5455	22.5341
O	7.6317	14.6366	25.1579
O	0.8974	12.5239	20.0454
O	8.6604	0.6894	20.1483
O	1.1939	2.4618	23.0819
O	3.3747	11.4372	15.6337
O	4.591	-0.3154	24.4723
O	5.1137	5.7354	22.3722
O	-2.3848	8.8257	21.5547
O	7.5937	7.3533	19.9591
O	3.5385	12.9767	19.9585
O	0.7385	11.4727	15.6154
O	3.5471	7.5656	14.3136
O	4.3277	2.1947	25.214
O	9.2157	5.2103	15.1847
O	-0.3391	0.7663	24.4968
O	2.5325	4.6964	22.3979
O	5.1107	9.5565	14.9505
O	9.489	12.7146	25.748
O	1.9637	0.3917	15.7111
O	-0.9068	11.4296	21.7502

Results
free energy: -213988.432 eV
free energy less fixed offsets of O -568.88, Si -635.61 eV per atom: -2.992 eV

Forces (eV/angstrom), in the order of the atoms: element, x, y, z
Si	-0.003	0.0021	0.0089
Si	0.0057	0.0089	0.009
Si	-0.0051	0.0136	-0.0237
Si	-0.0019	0.0071	-0.0124
Si	0.0083	0.0138	0.0314
Si	0	0.0019	0.0047
Si	0.0012	0.0043	0.0262
Si	-0.0015	0.0217	-0.0161
Si	0.0062	0.0131	0.0122
Si	0.0113	-0.0021	0.002
Si	0.0039	0.0081	-0.0012
Si	0.0012	-0.0077	0.0144
Si	-0.0133	-0.0062	-0.0077
Si	0.0325	0.0014	-0.0027
Si	-0.0174	0.0084	-0.0034
Si	0.0065	-0.0135	0.0015
Si	-0.0498	-0.0267	-0.0064
Si	0.0273	-0.0576	-0.0043
Si	0.0252	-0.0434	-0.0052
Si	-0.0446	-0.0229	-0.0063
Si	0.0039	-0.0276	-0.0085
Si	0.002	0.0172	-0.0053
Si	-0.0125	-0.035	-0.0002
Si	-0.028	-0.0227	0.0013
Si	-0.0313	0.0122	0.0476
Si	0.074	0.0152	-0.083
Si	-0.048	0.0489	0.0986
Si	0.0092	-0.0211	-0.0041
Si	-0.1243	-0.0458	0.0413
Si	0.0647	-0.1014	-0.0444
Si	0.054	-0.0936	0.0377
Si	-0.127	-0.0554	0.031
Si	0.0177	-0.0651	0.0089
Si	0.0201	0.0416	0.0324
Si	-0.0311	-0.0684	-0.1643
Si	-0.091	-0.0426	-0.0949
Si	-0.0997	-0.0204	0.0106
Si	0.0774	0.0006	-0.016
Si	0.16	0.0414	0.0743
Si	-0.1439	0.0509	0.1098
Si	0.0719	0.0108	-0.0269
Si	0.0524	-0.0213	-0.0935
Si	0.0492	0.0107	-0.0474
Si	-0.064	0.1042	0.1006
Si	0.057	0.0229	-0.114
Si	0.0251	0.0248	-0.0878
Si	0.0267	0.0939	0.1107
Si	0.002	0.0781	-0.0088
Si	-0.0354	-0.0074	0.0009
Si	0.0274	0.0138	0.0027
Si	0.0522	0.0288	-0.0042
Si	-0.0474	0.0243	0.003
Si	0.0216	0.0096	0.0084
Si	0.0113	-0.0068	0.0002
Si	0.0181	0.0067	0.0006
Si	-0.0251	0.0517	0.001
Si	0.0238	0.0191	0.0108
Si	0.0141	0.0137	0.0044
Si	0.0043	0.0414	-0.001
Si	-0.0024	0.0335	0.0103
Si	0.0047	-0.0012	0.0048
Si	-0.0064	-0.0083	-0.0178
Si	0.0064	-0.0162	0.0036
Si	0.0014	-0.0099	0.0103
Si	-0.0115	-0.0135	-0.0249
Si	0.0027	-0.0023	-0.0172
Si	-0.0016	-0.0047	-0.0201
Si	0.0037	-0.0203	0.0092
Si	-0.0085	-0.0072	-0.0082
Si	-0.0099	0.0026	-0.0174
Si	-0.0019	-0.0102	0.0008
Si	-0.0052	0.007	0.0205
Si	0.0005	-0.0011	0.0036
Si	-0.0002	0.0002	0.0105
Si	0.001	0.0027	-0.005
Si	-0.002	0.0008	0.0089
Si	-0.0003	-0.0015	0.0084
Si	-0.008	0.0052	-0.0069
Si	-0.0071	-0.0054	0.0086
Si	-0.0011	-0.0007	0.0105
Si	-0.01	-0.0061	-0.0009
Si	0.0008	0.002	0.0158
Si	0.0013	0.0034	0.0014
Si	0.0013	0.0016	0.0138
Si	-0.0006	0.0008	0.0065
Si	-0.0005	-0.0012	0.0064
Si	0.0069	0.0001	0.0095
Si	0.0033	0.0016	0.0016
Si	0.0032	0.0029	0.0041
Si	0.0145	-0.0162	-0.01
Si	0.0019	-0.0054	0.0013
Si	-0.0017	-0.0046	0.0026
Si	0.0014	0.0008	0.0041
Si	0.0001	-0.0004	0.0038
Si	0.0024	0.0022	0.0071
Si	-0.0048	0.0032	0.0095
Si	0.0002	-0.0008	-0.0038
Si	-0.002	-0.0008	0.0008
Si	-0.0034	0.0005	-0.006
Si	0.0022	0.0017	0.0012
Si	0.0015	0.0008	-0.0042
Si	-0.0005	-0.0019	0.008
Si	-0.002	-0.0007	0.0034
Si	0.0008	-0.0009	-0.0042
Si	0.0003	-0.002	-0.0034
Si	-0.0004	-0.002	-0.0039
Si	-0.0034	-0.0018	0.0001
Si	0.0017	-0.0009	-0.0015
Si	0.0023	0.0013	0
Si	0.0015	0.0023	-0.0002
Si	0.0033	-0.0007	-0.0003
Si	0.0012	-0.0006	0.0003
Si	-0.0004	-0.0014	0.0012
Si	-0.0022	-0.0005	0.0006
Si	-0.0008	0.0016	-0.0037
Si	-0.003	0.001	-0.0022
Si	0.001	0.0049	-0.003
Si	0.0014	0.0035	-0.0012
Si	0.0006	0.0022	-0.0015
Si	0.0012	0.0014	-0.0019
Si	-0.0015	-0.0004	0.0009
Si	-0.0003	0.0003	0.0022
Si	0.0004	-0.0003	0.0036
Si	-0.0012	0	0.0026
Si	-0.0012	0.0004	-0.0003
Si	0.0009	0.0009	0.0014
Si	-0.0001	-0.0008	0.0018
Si	-0.0002	0.0003	-0.0001
Si	0.0006	-0.0021	0.0028
Si	0.0001	-0.0014	0.0018
Si	-0.0003	0.0001	0.001
Si	-0.0014	-0.0013	0.0008
Si	0.0006	0.0008	-0.0005
Si	0.001	0.0002	0.0007
Si	-0.0001	0.0005	-0.0008
Si	-0.0002	0.0005	-0.0015
Si	0.0008	-0.0001	-0.0006
Si	0.0006	0.0014	-0.0018
Si	0	0.0007	-0.0018
Si	-0.0001	-0.0007	-0.0019
Si	0.0016	0.0009	-0.0009
Si	0.0006	0.0014	-0.0011
Si	0.0006	-0.0001	-0.0002
Si	-0.0001	0.0009	0.0006
Si	0.0022	-0.0032	0.0039
Si	0.0017	0.0001	0.0011
Si	-0.0019	0.0003	0.0018
Si	-0.0004	-0.0026	0.0031
Si	0.0014	-0.0014	0.0028
Si	-0.0008	-0.0016	0.0034
Si	-0.0007	-0.0014	0.0037
Si	-0.0014	0.0009	0.0011
Si	-0.0025	-0.0012	0.003
Si	-0.0014	-0.0003	0.0031
Si	-0.0008	-0.0011	0.0018
Si	0.0003	-0.0022	0.0009
Si	0.002	0.0005	-0.0077
Si	-0.0001	-0.0012	0.0039
Si	-0.0006	0.0009	0.0044
Si	0.0015	0.0024	-0.0018
Si	0.0032	0.0007	-0.0005
Si	0.0006	0.004	0.0007
Si	-0.0011	0.0026	0.0059
Si	0.0005	-0.0003	0.003
Si	0.0003	-0.0001	0.001
Si	-0.0035	0.0007	0.0064
Si	-0.0028	0.0016	0.0002
Si	-0.0004	0.0001	-0.001
Si	0.0002	-0.0004	-0.0069
Si	-0.0028	0.0016	-0.0027
Si	-0.0047	0.0045	-0.006
Si	-0.0055	0.0024	-0.0083
Si	-0.0043	0.0053	-0.0009
Si	0.0018	-0.0002	-0.0004
Si	0.0035	-0.0051	-0.0056
Si	0.0042	0.0069	-0.006
Si	-0.0021	-0.0014	-0.0073
Si	-0.0042	-0.002	-0.0068
Si	0.0023	-0.0034	-0.0096
Si	-0.0013	0.0047	-0.0099
Si	0.0026	0.0008	-0.006
Si	-0.0006	-0.0065	-0.0023
Si	0.0039	0.0002	0.0012
Si	-0.0051	-0.004	-0.0086
Si	0.0039	0.0003	0.0068
Si	0.0011	-0.0011	-0.0033
Si	-0.0004	-0.0006	-0.008
Si	0.0005	-0.0006	-0.007
Si	-0.0002	-0.0004	-0.0018
Si	0.0009	0.0013	-0.0039
Si	0.0034	-0.0004	-0.0135
Si	-0.001	0.0023	-0.005
O	-0.0139	0.0082	0.0304
O	-0.0208	0.0045	0.0432
O	-0.0058	-0.0004	0.0043
O	-0.0014	-0.0007	-0.0013
O	0.0009	-0.0034	0.0092
O	0.0024	0.0027	0.0051
O	0.0099	-0.0054	0.0358
O	0.0037	-0.0015	0.0067
O	0.0014	0.0017	0.0197
O	-0.0071	0.0021	0.0068
O	0.0014	-0.0016	0.0038
O	0	-0.0059	0.0092
O	0	0.0022	-0.0053
O	-0.0021	0.002	-0.0217
O	0.0044	0.0023	-0.0023
O	0	0.0002	-0.0115
O	0.0039	0.0016	-0.0093
O	0.0015	0.0091	0.0156
O	-0.0058	-0.0071	-0.0269
O	-0.0017	-0.0015	-0.0078
O	0.0028	0.0043	-0.0104
O	0.0052	0.0032	0.0028
O	0.0058	0.0005	-0.005
O	-0.0032	0.002	-0.0071
Si	0.0098	-0.0092	-0.0037
Si	-0.0012	-0.0019	-0.0074
Si	-0.0112	-0.0002	0.0001
Si	0.038	0.0284	0.0394
Si	0.007	0.0024	0.0003
Si	0.007	-0.0076	0.0016
Si	-0.0003	0.0113	-0.0041
Si	-0.0089	0.0068	0.0003
Si	0.003	0.0039	-0.0017
Si	0.0051	0.0064	0.0028
Si	-0.0119	-0.0032	-0.002
Si	0.0027	-0.0023	-0.0058
Si	0.0054	-0.0086	0.0067
Si	-0.0038	0.0021	-0.0047
Si	-0.0055	0.0023	-0.0017
Si	0.0007	-0.0002	0.0049
Si	0.0015	0.0058	-0.003
Si	-0.0015	-0.0016	0.0081
Si	0.0041	-0.0033	0.0038
Si	0.0036	0.0036	0.003
Si	0.003	0.0017	-0.011
Si	-0.0017	-0.0022	0.0064
Si	-0.0066	0.0046	-0.0055
Si	-0.0143	0.0035	-0.0036
Si	0.0106	0.0068	0.0014
Si	0.0017	0.0056	0.0075
Si	0.0005	0.0028	-0.0145
Si	-0.0013	0.0017	0.0038
Si	0.0144	0.0021	-0.0021
Si	0.0011	0.0005	-0.0037
Si	0.0059	0.0023	0.0001
Si	0.0018	-0.0045	0.0023
Si	0.0086	-0.0019	-0.0005
Si	-0.0013	0.0058	-0.0035
Si	-0.0028	-0.0033	0.0095
Si	-0.0042	0.0004	0.0026
Si	-0.0025	0.0024	0.0049
Si	0.0043	0.0001	-0.0021
Si	-0.0071	-0.0069	-0.006
Si	-0.004	-0.0038	-0.0078
Si	-0.0018	0.0005	-0.0042
Si	0.0021	-0.0035	0.0065
Si	-0.0008	-0.0007	0.001
Si	-0.0455	-0.0098	-0.0241
Si	0.0009	-0.0065	0.0003
Si	0.0066	-0.0088	-0.0169
Si	-0.001	-0.0008	-0.0101
Si	0.0064	0.0098	0.0087
O	-0.0013	0.0034	0.0035
O	-0.0067	-0.0057	0.0091
O	0.0016	-0.0003	0.0031
O	0.0007	-0.0002	0.0009
O	-0.0035	0	0.0004
O	-0.006	-0.0004	-0.0023
O	0.0003	-0.0023	-0.0019
O	-0.0011	-0.0025	-0.0015
O	0.009	0.0031	-0.0055
O	0.0008	-0.0025	-0.0004
O	0.0025	-0.0016	-0.0018
O	-0.0098	-0.0035	-0.0037
O	0.0025	0.0008	-0.0047
O	-0.0059	0.0034	0.0028
O	0.0066	0.0037	0.0036
O	0.0008	-0.0086	-0.0064
O	0.0028	-0.0002	0.0003
O	0.0048	-0.0029	0.0025
O	-0.0015	-0.0042	-0.0002
O	0.0017	-0.0018	0.0013
O	-0.0034	-0.0076	0.0072
O	0	-0.0027	-0.0025
O	0.0009	-0.0007	-0.0007
O	-0.0021	0.0022	0.0014
O	-0.0029	0.0036	-0.0012
O	-0.0041	-0.0082	-0.0002
O	0.0032	-0.0022	0.018
O	0.0049	0.0056	0.0019
O	-0.001	0.0008	0.003
O	-0.0015	0.0016	0.0003
O	0.0068	0.0005	-0.0067
O	-0.0026	0.0033	0.0096
O	-0.006	0.003	-0.0029
O	0.048	-0.0132	-0.0318
O	0.0001	0.0007	0.0045
O	-0.0008	-0.0002	-0.0013
O	0.0045	-0.0045	0.0032
O	0.002	0.0031	-0.0046
O	-0.0015	-0.0002	-0.001
O	0.0075	-0.0087	-0.0056
O	0.0019	0.0027	-0.0011
O	-0.0137	0.0073	-0.0036
O	-0.001	0.0033	-0.0026
O	0.0012	-0.0045	0.0027
O	0.0018	-0.0015	-0.0036
O	0.0029	-0.0012	-0.0027
O	0.0016	0.0037	0.0009
O	-0.0078	0.0001	0.0008
O	-0.0011	-0.0012	0.0035
O	0.0001	-0.006	0.0044
O	0.0015	0.002	-0.0025
O	0.001	0.0042	-0.002
O	-0.001	-0.0003	0.0042
O	0.0012	-0.0022	0.0003
O	0.0049	-0.0032	-0.0006
O	0.0018	-0.0022	-0.0012
O	0.0089	0.0279	0.0083
O	0.0004	0.0009	-0.0014
O	0.0004	0.0011	0.0022
O	-0.0021	-0.0006	0
O	0.0016	0.0018	-0.0018
O	-0.0043	-0.0044	0.0104
O	-0.0021	-0.0023	0.0015
O	-0.0056	-0.0008	-0.0026
O	0.0026	-0.001	-0.0032
O	0.0019	0.0011	-0.0012
O	0.0016	-0.0003	0.001
O	0.0014	0.0021	-0.0036
O	-0.0053	0.0053	0.0065
O	-0.0008	-0.003	-0.0029
O	-0.0026	-0.0002	-0.0006
O	0.0023	0.0009	-0.0008
O	-0.0008	-0.0002	-0.0009
O	-0.0027	-0.0013	-0.0001
O	0.0061	0.0002	0.0099
O	-0.0213	-0.0252	-0.0129
O	-0.0033	-0.0026	0.0007
O	-0.0038	0.0017	0.0059
O	0.002	0.0018	-0.0025
O	-0.0012	0.0008	0.0014
O	-0.0113	-0.0174	-0.0052
O	-0.0035	-0.0032	0.0004
O	0.0038	-0.0027	0.002
O	0.0009	-0.0013	0.0001

The program warned: the cutoff lies below the one the program advises for these potential files; the forces do not sum to zero within the program's tolerance; the exchange-correlation potential is rough where the density is thin.
